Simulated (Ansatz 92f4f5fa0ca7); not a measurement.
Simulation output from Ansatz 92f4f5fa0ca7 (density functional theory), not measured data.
Periodic cell of 228 atoms, Si140O88, from a study of silicon, its oxide and their interface. The atomic structure is a simulated model.

Settings: functional r2SCAN; potential files Ansatz PAW; basis plane waves; wave-function cutoff 800 eV; density cutoff ratio 5; exchange-correlation grid ratio 1; k mesh 1 x 1 x 1, shifted by 0.5 0.5 0 of a step; self-consistency stop 1e-10 eV per atom in the density residual; occupations fixed; spin none; net charge 0.

Cell vectors (angstrom)
a, 10.888, 0, 0
b, 0, 10.888, 0
c, 0, 0, 33.0686

Atoms and the computed forces on them: element, x, y, z (angstrom), force x, y, z (eV/angstrom)
Si, -1.4905, 0.7788, -4.2072, -0.0552, -0.0721, -0.0072
Si, 0.3146, 2.5168, -0.0023, 0.0609, 0.0149, 0.1088
Si, 4.3262, 8.7443, -0.6765, -0.0586, 0.0496, -0.0176
Si, 2.8834, 6.8436, -2.6012, -0.0315, -0.003, 0.1123
Si, 5.2097, 3.4383, -1.2326, -0.0202, -0.2122, 0.1594
Si, 7.3095, 1.8024, 1.189, -0.0594, 0.0276, -0.1416
Si, 6.1189, 7.9058, 0.7234, 0.171, 0.0639, 0.0092
Si, 8.1127, 8.9766, -0.0299, -0.1192, 0.0523, 0.0325
Si, 2.8699, 5.5836, 2.6229, -0.0243, 0.0033, 0.0017
Si, 4.6317, 4.4184, 1.4779, -0.0498, -0.0441, 0.2512
Si, 1.4684, 7.0966, 1.4293, 0.0877, -0.0573, 0.1669
Si, 7.5516, 11.1993, -0.6156, 0.119, 0.1159, 0.1863
Si, 9.181, 5.1074, -2.5465, 0.0378, 0.0787, 0.0941
Si, 8.3571, 5.1014, 2.9152, -0.014, 0.0016, 0.0364
Si, 5.2011, 8.6043, 2.8519, 0.0571, 0.0265, 0.0282
Si, 10.8472, 8.1156, 2.8857, 0.0061, 0.0036, -0.0026
Si, -0.6623, 3.4295, 2.8294, -0.0451, 0.1276, 0.0625
Si, 3.2579, -0.7943, 2.7189, 0.027, -0.0229, 0.0868
Si, -1.1733, 9.6614, 1.5454, -0.0615, -0.095, -0.0144
Si, 2.4428, 9.148, 0.6581, -0.0055, 0.0036, 0.1512
Si, 5.5473, 2.5999, 2.6332, -0.1747, 0.0958, 0.0836
Si, 8.3481, 0.2751, 2.7467, 0.1133, 0.1012, 0.0117
Si, 6.7367, 5.608, 1.146, 0.2153, -0.1984, -0.0789
Si, 7.3289, 3.8278, -0.3313, -0.1026, 0.102, 0.1472
Si, 1.3421, 4.2244, 3.9081, -0.0056, -0.0208, -0.0883
Si, 4.0765, 1.2169, 3.8657, 0.0319, -0.0013, -0.0396
Si, 1.4472, 9.4344, 4.1488, 0.0281, -0.0618, 0.0661
Si, 4.159, 6.8739, 4.1129, -0.0144, -0.0039, -0.0039
Si, 6.7976, 3.919, 4.2007, 0.0906, 0.0266, -0.0537
Si, 9.6061, 1.5492, 4.1939, -0.0088, -0.0511, -0.0069
Si, 6.8884, 9.7197, 4.0467, -0.1113, 0.0953, 0.0377
Si, 9.45, 6.7724, 4.1593, -0.0107, -0.078, 0.0582
Si, 0.0953, 0.0494, 5.4067, 0.049, 0.0571, 0.0822
Si, 2.6835, 2.6915, 5.2174, -0.0165, -0.0698, 0.0078
Si, 0.0312, 5.4736, 5.4693, -0.024, 0.0593, 0.0086
Si, 2.738, 8.0932, 5.5522, -0.0198, 0.0177, -0.0121
Si, 5.4522, 0.0618, 5.4355, -0.06, -0.1085, -0.0019
Si, 8.1516, 2.6779, 5.6244, -0.034, -0.0302, 0.022
Si, 5.4684, 5.4282, 5.4247, 0, -0.0056, 0.0345
Si, 8.1301, 8.2318, 5.4188, 0.0253, -0.0116, 0.0161
Si, 1.414, 1.3996, 6.77, 0.008, -0.0546, -0.0258
Si, 4.0351, 4.0506, 6.697, 0.0325, 0.0017, -0.0017
Si, 1.3573, 6.7798, 6.8968, 0.0499, -0.0191, -0.0065
Si, 4.1073, 9.5375, 6.7885, 0.0169, -0.0384, 0.0149
Si, 6.7632, 1.3341, 6.9114, 0.0299, 0.0561, -0.0038
Si, 9.5595, 4.0997, 6.8337, -0.0234, 0.0117, -0.002
Si, 6.8027, 6.8218, 6.7938, -0.0375, 0.028, 0.0171
Si, 9.5545, 9.5583, 6.7539, 0.0052, 0.0193, -0.0283
Si, 0.025, 2.7218, 8.1608, -0.0405, -0.0117, 0.0052
Si, 2.7404, 0.007, 8.141, 0.0102, 0.0034, 0.0053
Si, -0.018, 8.192, 8.1743, 0.0296, -0.0096, -0.0283
Si, 2.7256, 5.3804, 8.1802, -0.0729, 0.0195, -0.0373
Si, 5.3808, 2.7454, 8.1611, 0.0235, -0.0143, -0.0379
Si, 8.1741, -0.0401, 8.1884, -0.0419, -0.0016, -0.0368
Si, 5.4224, 8.1592, 8.1623, -0.0099, 0.0009, 0.0113
Si, 8.1804, 5.4622, 8.1589, 0.0095, -0.0125, 0.0102
Si, 1.3543, 4.0581, 9.559, 0.0497, 0.008, -0.0071
Si, 4.0445, 1.3714, 9.5292, 0.0103, -0.0258, -0.0065
Si, 1.3604, 9.5465, 9.5196, -0.0383, -0.0242, -0.0212
Si, 4.0703, 6.7869, 9.5325, 0.0161, -0.0027, -0.0025
Si, 6.7944, 4.0796, 9.4984, 0.0087, 0.0322, -0.0056
Si, 9.5364, 1.3586, 9.5155, 0.0082, 0.0103, -0.0038
Si, 6.7718, 9.5085, 9.5294, 0.0175, -0.0487, -0.0109
Si, 9.5252, 6.8056, 9.5316, -0.0221, 0.0163, -0.0168
Si, 0.0284, 0.0383, 10.8908, -0.021, -0.0651, 0.0106
Si, 2.6859, 2.6898, 10.9217, -0.0336, 0.0458, 0.0003
Si, -0.0208, 5.4173, 10.9066, -0.0086, 0.0311, 0.0177
Si, 2.6694, 8.1391, 10.8997, 0.023, -0.0325, 0.0119
Si, 5.4021, 0.0137, 10.8771, 0.001, -0.0192, -0.015
Si, 8.1272, 2.6765, 10.8784, 0.0176, 0.0269, -0.0069
Si, 5.4606, 5.4317, 10.8747, 0.0147, 0.0187, 0.0088
Si, 8.1201, 8.1321, 10.8515, -0.0017, 0.0111, 0.0019
Si, 1.3335, 1.3884, 12.3525, 0.0023, 0.0285, 0.0402
Si, 4.1048, 4.0422, 12.198, 0.0222, 0.034, -0.0042
Si, 1.3258, 6.7552, 12.3104, -0.0526, 0.0147, -0.0032
Si, 4.0131, 9.5556, 12.2223, 0.0082, -0.0249, -0.0032
Si, 6.7625, 1.3259, 12.2834, -0.0205, -0.0583, -0.0523
Si, 9.4813, 4.0381, 12.241, -0.0029, -0.0216, 0.021
Si, 6.8163, 6.7726, 12.2586, 0.0209, -0.0204, -0.0025
Si, 9.4812, 9.5341, 12.1092, 0.0004, 0.013, 0.0369
Si, -0.1193, 2.7138, 13.7102, 0.0233, -0.0439, 0.0068
Si, 2.7251, 0.0246, 13.6952, -0.0423, -0.0383, -0.0305
Si, 2.4297, 7.8967, 15.9661, -0.0339, -0.0774, -0.0617
Si, 2.7545, 5.304, 13.6094, -0.0317, -0.0658, -0.0176
Si, 5.4434, 2.7625, 13.6434, 0.0223, 0.0227, -0.0208
Si, 8.1114, -0.1449, 13.5605, 0.0235, -0.0079, -0.0226
Si, 5.3856, 8.1652, 13.5044, 0.0221, 0.0198, 0.0079
Si, 8.1863, 5.3971, 13.6468, -0.0122, -0.0011, -0.0321
Si, 1.2537, 4.1352, 15.0486, -0.0044, 0.1027, -0.1526
Si, 4.179, 1.3739, 15.0304, -0.0143, -0.0121, -0.1072
Si, -1.3855, 6.7967, 15.0278, 0.0276, 0.0351, -0.0088
Si, 5.6936, 5.8642, 16.3285, 0.0202, 0.0495, -0.0751
Si, 7.8544, 2.5845, 16.3375, 0.0386, -0.0468, -0.1278
Si, 9.2705, 1.3091, 14.9594, -0.0325, -0.0097, -0.0167
Si, 5.6129, 11.3703, 16.6853, -0.115, 0.06, -0.1322
Si, 10.7105, 8.178, 13.5162, 0.0378, 0.1188, -0.068
Si, -0.7186, 0.1184, 16.7499, -0.0072, 0.0546, -0.1279
Si, -0.9806, 2.4909, 18.5191, 0.0023, -0.0188, -0.1719
Si, 0.5983, 6.1367, 16.1176, -0.003, 0.0341, -0.0908
Si, 1.2369, 9.4715, 14.83, 0.0276, -0.0697, -0.1412
Si, 6.9315, -1.7125, 14.9295, 0.0042, -0.0817, -0.1405
Si, 6.7389, 4.1657, 15.0559, 0.0226, 0.0688, -0.045
Si, 4.1094, 6.7711, 14.8569, 0.0071, -0.0025, 0.0011
Si, 7.6659, 7.4671, 16.3959, 0.0439, -0.09, -0.1095
Si, 1.975, -18.8952, 28.0964, -0.0526, -0.0238, 0.1006
Si, 0.6636, -0.7012, 25.2796, 0.0059, 0.0135, 0.0808
Si, 21.7421, -9.4989, 23.2652, -0.061, -0.0176, 0.015
Si, 7.3454, 14.9216, 22.4572, 0.0089, -0.0158, -0.0322
Si, -10.3178, -0.3803, 33.2199, 0.166, -0.0269, -0.0738
Si, -0.4588, -3.3972, 20.3931, -0.0383, -0.0139, -0.1046
Si, -7.9591, 13.0706, 16.8014, 0.0546, 0.0022, -0.1079
Si, 16.5099, 11.3685, 31.2224, 0.1558, 0.0344, 0.1178
Si, -16.2625, -2.4879, 26.6352, 0.0606, -0.0115, 0.1149
Si, -11.973, -7.2204, 27.8256, -0.0036, 0.0179, 0.1241
Si, 8.5994, 1.4154, 21.1275, 0.0254, 0.0173, -0.1387
Si, 15.1076, 4.6527, 29.1775, -0.0026, 0.0385, 0.0813
Si, 9.5011, 3.8515, 24.6502, 0.0036, -0.0042, 0.0254
Si, -9.8734, 27.0113, 32.1422, -0.0293, -0.0339, 0.0304
Si, 27.1284, 5.4278, 26.5439, 0.0137, 0.0337, 0.0805
Si, 4.1529, -11.1331, 22.0563, 0.0237, -0.0542, -0.0668
Si, -12.1785, -10.1023, 31.2642, -0.1188, 0.0865, 0.1507
Si, 33.4306, -5.8382, 18.9693, -0.0631, 0.012, -0.1635
Si, 3.0999, 17.8519, 22.5249, -0.01, 0.041, -0.0645
Si, 8.3941, 8.7623, 18.2676, -0.0398, 0.0027, -0.1648
Si, -8.7402, 9.0597, 20.6881, 0.0193, 0.0064, -0.1277
Si, -14.8968, 20.8397, 28.9884, -0.0161, -0.0151, 0.2577
Si, 0.9972, -5.2801, 24.3044, -0.0256, 0.0088, 0.0159
Si, -0.2847, 18.3548, 26.3484, -0.0091, 0.0287, 0.0687
Si, 3.9182, 4.455, 18.6275, 0.0051, 0.0106, -0.1536
Si, 3.2104, -0.5835, 17.954, 0.0254, 0.0366, -0.2433
Si, 18.5884, 39.5676, 25.3999, -0.0245, 0.0239, 0.0134
Si, 24.9564, 3.5787, 25.3349, 0.0153, 0.0051, 0.0924
Si, 8.6026, 8.1341, 30.8467, -0.1166, 0.0509, 0.0338
Si, 8.0552, -3.8814, 22.2247, 0.0093, 0.0665, -0.03
Si, 0.4253, -2.5641, 29.1873, 0.028, -0.0187, 0.107
Si, -25.8078, 9.6237, 20.8222, 0.0425, -0.0074, -0.1247
Si, -10.2494, 22.051, 28.1063, 0.0113, -0.0338, -0.0326
Si, 3.6351, -1.5767, 24.5156, -0.026, 0.0101, 0.0036
Si, 24.7607, 2.2979, 22.7442, -0.0067, -0.0061, -0.0025
Si, 15.3725, 4.469, 21.6474, 0.0335, -0.0015, -0.1303
O, 14.4429, 6.1304, -3.8708, 0.006, -0.0383, -0.0849
O, -12.3569, -6.8917, -6.7923, -0.0211, 0.0153, -0.0751
O, 5.7368, 3.8596, -10.6022, -0.0213, 0.0012, 0.0283
O, 1.1002, 1.1638, 0.432, -0.0451, 0.0485, -0.0173
O, -8.2489, -0.8381, -11.2055, -0.0097, 0.0206, 0.0501
O, -27.632, 4.3854, -2.5318, 0.0454, 0.0274, -0.0809
O, 2.1207, 9.7104, -8.2348, 0.0065, -0.0199, -0.0253
O, 10.2768, 13.0862, -1.2923, -0.0332, -0.0442, -0.0518
O, 4.474, -0.531, -9.4573, 0.0117, 0.0171, 0.0265
O, 7.3615, 8.8735, -2.9702, -0.0213, -0.0273, -0.1526
O, 18.5336, 5.4899, -11.313, -0.0171, -0.0155, -0.019
O, 23.6711, 15.264, -8.2734, -0.0018, 0.0006, -0.0147
O, -6.255, 21.1032, -1.2973, -0.0216, -0.0631, 0.052
O, 51.91, 14.9614, -1.6052, -0.0142, -0.0527, 0.0193
O, 10.3005, 2.9868, 1.2472, -0.0306, -0.0691, -0.0296
O, 4.8399, 16.2995, -15.3898, -0.0519, -0.024, 0.0557
O, 5.2885, -0.8755, 21.0835, -0.0594, 0.0057, 0.0272
O, 2.4151, 5.7095, 31.5168, 0.0243, 0.0374, -0.0599
O, -2.9218, -3.9224, 23.8246, 0.0112, -0.0032, 0.0214
O, -12.5429, 4.7083, 28.9467, 0.0288, -0.0377, -0.115
O, -6.1921, 4.3995, 20.0443, 0.0412, 0.0048, 0.1197
O, -15.4387, 10.0378, 16.1815, -0.0172, 0.1601, 0.0614
O, 2.4187, 0.7511, 17.4287, -0.0255, 0.0288, 0.0995
O, 8.0462, -6.9357, 23.9287, -0.0031, 0.0105, 0.0391
O, 0.7749, 11.2539, 26.4881, 0.0486, 0.025, -0.0763
O, 13.9789, -7.1755, 21.9825, -0.0316, -0.0066, 0.0319
O, 14.691, 13.8795, 17.9252, -0.0211, 0.0078, 0.0819
O, 12.5851, 6.3081, 23.0255, -0.0095, -0.0043, 0.0027
O, 2.6552, 9.8278, 19.3744, -0.0569, -0.0368, 0.1324
O, 17.6131, 23.3918, 17.0679, -0.0718, -0.0445, 0.0928
O, 10.9465, 14.4735, 19.1329, 0.0061, -0.0344, 0.0844
O, 0.1785, 5.7167, 17.6327, -0.043, -0.0603, 0.1633
O, -1.7725, 6.8814, 26.1669, 0.0053, -0.0071, 0.006
O, 12.4486, 18.5572, 30.1033, -0.0326, 0.0151, -0.0228
O, -10.7994, 18.2754, 27.9175, -0.0113, -0.0244, -0.0731
O, -6.493, -6.2539, 25.5135, -0.0209, -0.014, -0.0466
O, -0.143, -11.2223, 31.728, -0.0176, 0.089, -0.1097
O, 18.0942, -1.5866, 19.2607, -0.0489, 0.0233, 0.1138
O, -0.0372, -10.9239, 24.0066, -0.0064, 0.0088, -0.022
O, 26.6324, 28.7143, 26.8526, -0.0405, -0.0166, 0.0062
O, 14.8566, 1.3409, 21.8786, -0.0086, 0.0405, 0.0092
O, -0.1819, 16.1247, 31.0592, -0.0099, -0.0177, -0.0534
O, -17.3785, -1.604, 25.921, -0.0287, 0.0222, -0.0339
O, -6.1385, -0.037, 17.9751, 0.0292, -0.0587, 0.1464
O, -0.2649, -1.9041, 25.8119, -0.0038, -0.0048, -0.0367
O, -11.8119, 8.5505, 30.0481, 0.0136, 0.007, 0.0324
O, 14.4505, 2.4475, 24.2518, 0.0113, -0.0088, -0.0045
O, -2.0298, -7.6828, 17.4857, 0.0343, 0.0429, 0.0866
O, -3.7319, -13.5272, 21.6571, 0.0077, -0.034, 0.0591
O, 12.3392, 12.71, 22.8091, 0.0246, 0.0111, -0.0146
O, -4.0511, 5.6103, 25.9088, 0.0258, -0.0154, -0.0308
O, -11.0831, -20.4751, 17.7435, 0.0358, 0.0354, 0.0894
O, -5.6254, 4.594, 27.937, 0.0181, 0.0048, -0.05
O, 0.6205, 6.264, 33.3351, -0.0182, -0.0012, -0.0362
O, 35.4284, -8.0553, 26.6936, 0.0193, -0.0016, -0.0664
O, 22.349, 8.7343, 20.5936, -0.0024, 0.0274, 0.0345
O, 36.3015, 7.9039, 23.7221, 0.0297, -0.0312, 0.0022
O, 39.5194, 8.2326, 25.7517, 0.0154, 0.0038, -0.0317
O, 11.3759, -0.7918, 16.1715, -0.0091, -0.0361, 0.022
O, 10.4071, -16.7453, 23.982, 0.0096, -0.0057, -0.0287
O, 18.6079, 0.0536, 21.2501, 0.0033, 0.0059, 0.0729
O, -12.7574, 1.7224, 19.6117, -0.0503, -0.0268, 0.1061
O, 18.7478, 13.6415, 21.629, -0.0216, 0.0514, 0.0303
O, -20.7146, 20.5967, 28.6632, 0.0331, 0.0563, -0.072
O, -12.6617, -8.6319, 28.2247, -0.0192, -0.0125, -0.0087
O, 11.7206, 6.6467, 25.5286, 0.02, -0.0119, -0.0094
O, 4.1947, -17.8605, 33.0271, 0.0554, -0.0084, -0.1072
O, -8.497, 4.9778, 18.8821, 0.0162, 0.021, 0.0495
O, 4.305, -4.9359, 22.2278, 0.004, 0.0101, 0.0351
O, 5.9468, 20.0432, 27.9732, -0.0574, -0.0367, -0.0851
O, 8.1991, -11.1195, 28.3574, 0.0763, 0.0627, -0.0737
O, 1.2838, 14.6283, 32.6949, 0.0083, 0.0428, -0.0122
O, 13.7581, 29.4401, 21.076, 0.015, -0.031, 0.0453
O, -9.2145, 1.3974, 28.6735, 0.0232, -0.0064, -0.0129
O, -11.5718, 2.4463, 24.2978, 0.0036, -0.0078, -0.0028
O, 20.3365, 7.8978, 19.1651, 0.0543, -0.0656, 0.0907
O, 3.0879, -1.9486, 17.0816, 0.0619, 0.0411, 0.101
O, 9.9565, 1.2183, 21.9571, 0.046, -0.0098, 0.022
O, 4.8686, 1.9043, 31.3986, -0.0535, 0.016, -0.0948
O, -17.7652, -3.1164, 31.1313, 0.005, -0.0023, -0.0331
O, -10.3494, -7.2579, 27.9454, 0.0388, 0.0389, -0.0417
O, 13.8701, 3.6127, 29.1149, -0.022, -0.0241, -0.0271
O, -41.8168, 14.0707, 16.3273, -0.0023, -0.0863, 0.0553
O, 9.1596, -0.8472, 17.5951, 0.0413, -0.0117, 0.0466
O, 5.9588, 11.1044, 29.657, -0.0598, 0.0043, -0.1809
O, -2.4603, 17.4215, 30.6748, 0.0152, -0.0641, 0.0217
O, 9.5685, -3.579, 21.7444, 0.0071, 0.0002, 0.0551
O, -10.5725, 6.0855, 20.1321, 0.0052, 0.035, 0.0722

Results
free energy: -139736.940 eV
free energy less fixed offsets of O -570.45, Si -639.56 eV per atom: 1.060 eV

The program warned: the cutoff lies below the one the program advises for these potential files; the forces do not sum to zero within the program's tolerance; empty levels may hold ghost states of the PAW files; the exchange-correlation potential is rough where the density is thin.
